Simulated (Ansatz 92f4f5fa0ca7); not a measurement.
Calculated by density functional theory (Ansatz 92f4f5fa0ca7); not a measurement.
Periodic cell of 273 atoms, Si167O106, from a study of silicon, its oxide and their interface. The atomic structure is a simulated model.
This geometry differs little from another in the collection (a relaxation step or a small displacement).

Settings: functional r2SCAN; potential files Ansatz PAW; basis plane waves; wave-function cutoff 800 eV; density cutoff ratio 5; exchange-correlation grid ratio 1; k mesh 1 x 1 x 1, Gamma-centred; self-consistency stop 5e-08 eV per atom in the density residual; occupations fixed; spin none; net charge 0.

Cell vectors (angstrom)
a	11.6015	0	0
b	0	13.3963	0
c	0	0	29.8085

Atoms and the computed forces on them: element, x, y, z (angstrom), force x, y, z (eV/angstrom)
Si	11.5503	0.19	22.8752	0.0201	-0.0188	0.0038
Si	3.9149	0.1636	22.9985	0.021	-0.0072	0.0126
Si	7.677	0.1168	23.1188	-0.0191	0.0114	0.0115
Si	2.0638	3.4592	22.8656	0.0138	-0.0001	0.0012
Si	5.8908	3.6943	22.9837	0.0097	-0.009	-0.0036
Si	9.7583	3.5419	23.0065	-0.0244	-0.0038	0.0129
Si	11.6658	6.8684	23.0521	-0.0057	-0.0123	0.009
Si	3.9611	7.0403	23.1597	-0.0135	-0.0214	0.0006
Si	7.788	6.8888	23.2189	0.0283	-0.0259	0.006
Si	2.0345	10.2471	23.2156	-0.0119	-0.0223	0.0071
Si	5.8506	10.1009	23.2776	0.0286	0.0029	0.0163
Si	9.8416	10.0939	23.2093	0.0083	-0.0151	0.0121
Si	11.6906	2.3891	23.7369	-0.0071	0.0015	-0.0029
Si	3.9903	2.4084	23.7425	-0.0108	0.0007	-0.0017
Si	7.7832	2.4154	23.7479	0.0127	0.0002	0.0007
Si	2.0319	5.7121	23.6876	0.0008	0.0149	0.0035
Si	5.8336	5.8105	23.9743	-0.008	0.0182	-0.0001
Si	9.7379	5.733	23.8804	0.0052	0.0096	0.0011
Si	11.7516	9.0358	24.0052	0.0012	0.006	-0.0003
Si	3.899	9.1374	24.1585	-0.0043	0.002	-0.0014
Si	7.8459	9.086	24.0012	-0.0232	0.0108	0.0006
Si	1.9162	12.5122	23.7829	-0.0037	0.0079	-0.0043
Si	5.7784	12.3816	23.9031	-0.0058	-0.0022	0.002
Si	9.6888	12.4027	23.7765	0.0025	0.0024	0.0025
Si	11.6428	2.2975	26.1596	0.0044	0.0002	0.0049
Si	3.9148	2.3105	26.1629	0.0024	0.0015	0.0021
Si	7.7573	2.3147	26.1675	-0.002	0.0007	-0.0052
Si	1.9786	5.6262	26.1398	0.003	-0.0057	-0.0041
Si	5.8174	5.6646	26.3108	0.0032	-0.0041	0.0005
Si	9.7069	5.6406	26.2513	0.0027	-0.0037	-0.0077
Si	11.6669	8.9796	26.3335	0.0001	0.0003	-0.0062
Si	3.8818	9.0158	26.4447	0.0044	0.0042	-0.0036
Si	7.7912	9.0041	26.333	0.004	-0.0035	-0.0062
Si	1.926	12.3885	26.1936	0.0011	0.0025	0.0035
Si	5.7984	12.334	26.2677	-0.0015	-0.0025	-0.0061
Si	9.6888	12.3471	26.1859	0.0008	0.0008	0.0012
Si	1.9682	1.1976	27.0099	-0.001	-0.0026	-0.006
Si	5.828	1.1836	27.0125	0.0025	0.0003	0.0024
Si	9.6921	1.1823	26.9915	-0.0075	0.0002	-0.0036
Si	11.6462	4.5108	27.005	-0.0042	0.0021	0.0014
Si	3.8834	4.5124	27.0289	-0.0025	-0.0009	-0.0011
Si	7.7586	4.519	27.0374	0	-0.0011	0.0055
Si	1.964	7.8181	27.0741	-0.0042	-0.0002	0.0033
Si	5.8432	7.8865	27.0868	0.0008	0.0009	0.0033
Si	9.7148	7.8576	27.0677	-0.0022	-0.0016	0.0087
Si	11.618	11.2381	27.0333	0.0001	-0.0019	-0.0007
Si	3.8481	11.2686	27.07	0.0038	-0.0006	0.0065
Si	7.76	11.2407	27.0483	-0.0025	0.0018	0.0015
Si	1.9336	1.1164	29.4135	0.0665	0.1996	-0.2146
Si	5.8008	1.1164	29.4135	0.0617	0.1519	-0.2185
Si	9.6679	1.1164	29.4135	0.0795	0.1217	-0.2788
Si	0	4.4654	29.4135	0.1425	0.0602	-0.1893
Si	3.8672	4.4654	29.4135	-0.0638	0.0431	-0.1861
Si	7.7343	4.4654	29.4135	0.0959	0.0301	-0.0631
Si	1.9336	7.8145	29.4135	0.0114	-0.181	0.2695
Si	5.8008	7.8145	29.4135	0.1089	0.0327	0.4232
Si	9.6679	7.8145	29.4135	0.0869	0.0023	0.1144
Si	0	11.1635	29.4135	0.0188	0.1835	-0.117
Si	3.8672	11.1635	29.4135	-0.0986	0.3107	0.2099
Si	7.7343	11.1635	29.4135	0.0529	0.2036	-0.0515
Si	0	0	0.3944	-0.0821	-0.1519	-0.1489
Si	3.8672	0	0.3944	0.0343	-0.1857	0.3586
Si	7.7343	0	0.3944	-0.2179	-0.2372	0.0745
Si	1.9336	3.3491	0.3944	0.1168	-0.1688	-0.0721
Si	5.8008	3.3491	0.3944	-0.1251	-0.1401	0.2493
Si	9.6679	3.3491	0.3944	-0.2094	-0.0059	-0.031
Si	0	6.6981	0.3944	-0.12	-0.0229	0.0572
Si	3.8672	6.6981	0.3944	-0.0001	-0.1606	-0.1335
Si	7.7343	6.6981	0.3944	0.0334	-0.0507	0.0907
Si	1.9336	10.0472	0.3944	-0.0486	-0.0043	-0.098
Si	5.8008	10.0472	0.3944	0.1211	0.1126	0.0395
Si	9.6679	10.0472	0.3944	0.0094	-0.1396	-0.0789
Si	11.5527	-0.052	2.7481	0.003	-0.0013	-0.0035
Si	3.8449	-0.0712	2.8122	-0.0045	0.0053	0.0022
Si	7.6699	-0.0919	2.7761	0.008	0.0062	0.0026
Si	1.9331	3.2719	2.7487	0.0032	0.0036	-0.0057
Si	5.7586	3.2736	2.8069	0.003	0.0018	-0.0049
Si	9.606	3.306	2.7647	0.0037	0.0003	0.0012
Si	11.5768	6.6366	2.762	0.0027	0	-0.0037
Si	3.8698	6.6221	2.742	-0.0012	-0.0037	-0.0023
Si	7.7374	6.6456	2.7708	0.0019	0.0025	0.0015
Si	1.9268	9.9969	2.7576	-0.0027	-0.0015	-0.0031
Si	5.8195	10.0321	2.7753	-0.0034	0.001	0.0041
Si	9.6759	9.9769	2.7564	-0.0012	0.002	-0.0005
Si	11.5587	2.198	3.4495	-0.0033	0.0054	-0.0002
Si	3.8228	2.1259	3.6586	-0.005	-0.0036	0.0064
Si	7.6859	2.113	3.5678	-0.0074	-0.0024	0.0055
Si	1.9106	5.5015	3.4883	-0.0046	-0.0058	0.0099
Si	5.808	5.5268	3.5656	-0.0003	-0.0037	0.0013
Si	9.6531	5.5214	3.6147	-0.0038	0.0002	-0.0001
Si	11.611	8.8659	3.5687	0.004	-0.0009	0.0076
Si	3.8944	8.8646	3.4449	0.0001	0.0079	0.0044
Si	7.7396	8.8759	3.5614	0.0048	-0.0041	-0.0008
Si	1.8675	12.2256	3.5626	-0.0023	0.0029	0.0057
Si	5.7577	12.2124	3.7406	-0.0052	-0.0036	-0.0033
Si	9.6197	12.1971	3.5234	-0.0031	-0.0034	0.0049
Si	11.4923	2.1549	5.7653	0.0138	-0.0099	0.0041
Si	3.7453	2.0346	6.0921	0.0157	-0.0067	0.0019
Si	7.6249	1.9753	5.9433	0.018	-0.0029	0.0031
Si	1.8861	5.4118	5.8264	0.0112	0.0105	-0.0064
Si	5.8069	5.4693	5.9386	0.0099	0.0126	0.0037
Si	9.6279	5.4431	6.0219	-0.0115	-0.0059	-0.0024
Si	11.6362	8.7924	5.9511	0.0012	0.0077	0.0025
Si	3.9159	8.7864	5.7623	0.007	-0.0089	0.0023
Si	7.7712	8.8112	5.9377	-0.0185	0.0007	0.0051
Si	1.7866	12.1524	5.941	0.012	0.0005	-0.0048
Si	5.7209	12.113	6.2577	0.0119	0.0016	0.0038
Si	9.5845	12.1114	5.8798	0.0108	0.0133	-0.0013
Si	1.6473	0.9731	6.7476	-0.0131	0.0133	-0.0137
Si	5.6883	0.9794	7.028	-0.017	0.0159	-0.0185
Si	9.6544	0.9377	6.6153	-0.0256	-0.0083	-0.0167
Si	11.5798	4.3109	6.7285	0.005	0.0169	-0.0151
Si	3.8393	4.3288	6.5823	-0.0255	-0.0139	-0.0203
Si	7.6916	4.1862	6.6425	0.001	-0.0102	-0.0185
Si	2.0326	7.633	6.5427	0.0005	-0.0241	-0.0212
Si	5.8317	7.7333	6.7293	-0.0108	-0.0015	-0.0144
Si	9.7113	7.7022	6.7472	0.0271	0.0033	-0.0119
Si	11.4469	10.9916	6.7994	-0.0232	-0.0094	-0.0115
Si	3.6603	10.9278	6.6758	-0.0286	0.0171	-0.0334
Si	7.7597	10.974	6.8844	0.0084	-0.0075	-0.006
O	9.8637	7.8782	8.3976	-0.0054	0.001	-0.003
O	9.9517	0.8239	8.2449	0.0026	0.0061	0.0047
O	1.0456	0.9267	8.3153	0.0092	-0.0034	0.0064
O	3.1237	10.5485	8.1856	0.0032	-0.0056	0.0117
O	5.8313	7.8908	8.3844	0.0022	-0.0005	0.0116
O	5.6507	1.139	8.7041	0.0046	-0.0031	0.012
O	3.8311	4.3604	8.216	0.0059	0.0089	0.012
O	7.6241	3.7726	8.2561	-0.0026	-0.0007	-0.0051
O	0.0586	4.2533	8.387	-0.001	-0.0046	-0.0062
O	11.1354	10.9611	8.4362	-0.0001	-0.0031	0.0073
O	8.1004	10.7797	8.5134	-0.0022	0.0038	-0.0006
O	2.3768	7.5099	8.1345	0.0011	0.0125	0.0163
O	11.4173	0.2332	21.2065	-0.0081	0.0077	0.0008
O	9.7809	3.6521	21.3565	0.004	0.0052	-0.0043
O	4.1553	7.5505	21.5878	0.0031	0.0004	0
O	5.9631	4.1855	21.3837	-0.001	0.0057	0.0072
O	5.725	9.7476	21.6618	-0.0111	0.0108	-0.0008
O	2.1555	3.3692	21.1974	-0.0097	-0.0007	0.0074
O	7.3992	13.4138	21.492	0.001	-0.0014	0.0011
O	3.9936	0.1722	21.347	-0.0055	0.0065	-0.0028
O	7.7166	6.9519	21.5799	-0.0077	0.0077	-0.0049
O	2.1317	10.2032	21.5773	0.0018	0.0097	-0.0002
O	11.5707	6.9752	21.4006	-0.0005	0.008	-0.0067
O	10.1567	9.691	21.628	0.005	0.0077	-0.0002
Si	11.6037	6.4444	11.2757	0.002	-0.0025	0.0002
Si	1.5545	10.3703	16.2422	-0.001	-0.0029	0.005
Si	0.2478	3.687	9.8943	-0.0062	-0.0022	-0.0011
Si	8.0929	12.8497	20.1551	0.0003	0.0009	-0.0058
Si	2.8439	10.4529	9.7627	-0.0005	0.0007	0.0073
Si	2.5775	10.4104	20.0433	0.0049	-0.0009	-0.0045
Si	10.3561	3.726	19.8444	-0.0041	0.0077	0.0039
Si	0.2265	12.7973	17.0771	0.0018	-0.0009	-0.0003
Si	10.8155	0.7119	19.7621	-0.0025	0.0037	-0.0003
Si	3.1581	7.7507	16.2224	-0.0011	0.0028	-0.0023
Si	0.3475	6.4934	19.9067	0.0049	0.0005	0.0045
Si	9.3498	2.5056	14.2962	-0.0037	-0.0031	0.0012
Si	2.9105	2.5576	11.0122	-0.0034	0.0014	0.0004
Si	5.1087	11.9726	15.3648	0.0022	0.0023	0.0013
Si	4.9337	8.6828	20.7127	0.0011	-0.005	0.003
Si	3.5882	-0.3796	11.2809	-0.0004	0.0031	0.0011
Si	5.5636	8.8858	14.7936	-0.0073	0.0117	0.0286
Si	-0.1598	11.3104	9.9994	-0.0063	0.0075	-0.0042
Si	9.4558	10.0091	20.2094	0.0011	-0.0002	-0.0021
Si	3.4599	0.0617	19.8192	-0.0016	-0.0028	0.0012
Si	7.4675	4.7052	9.5579	0.0039	-0.0019	0.0019
Si	2.3552	12.3633	14.1533	0.0006	0.0012	0.0069
Si	6.1845	0.5696	10.1519	-0.0031	0.0041	-0.0006
Si	2.7958	2.913	19.7606	0.0064	0.0043	-0.0036
Si	5.6929	4.4443	13.6409	-0.0018	0.0024	0.0047
Si	7.462	0.1856	15.5853	-0.0023	-0.003	0.0018
Si	9.5951	11.3204	15.2031	-0.0041	-0.0061	-0.0055
Si	1.9988	6.5499	13.5301	-0.0012	-0.005	0.0008
Si	2.8143	3.5222	13.9786	-0.0001	0.0013	0.001
Si	11.7193	9.1793	18.4187	-0.0011	0.0005	-0.0028
Si	11.265	0.8718	9.2028	0.0031	-0.0015	-0.0051
Si	9.1283	7.31	9.7217	0	-0.0029	0.0011
Si	8.6592	8.5383	14.5626	0.0037	0	0.0013
Si	4.7654	7.1611	12.348	-0.0126	-0.0158	-0.0044
Si	2.9744	5.6434	18.7488	0.0009	-0.002	0.0026
Si	2.5565	7.4084	9.7195	0.0067	0.0035	-0.0024
Si	6.2723	8.4098	9.8573	-0.0004	0.0003	-0.0072
Si	4.3524	4.7795	9.6655	-0.004	-0.0033	-0.0008
Si	9.3695	10.4696	12.2774	0.001	0.001	0.0015
Si	5.9366	13.041	17.9608	0.0039	0.0016	-0.0057
Si	7.9694	4.9504	18.3715	-0.001	0.0019	-0.005
Si	8.2652	5.3851	15.2119	-0.0033	-0.0014	0.0029
Si	7.3283	11.0558	9.9319	0.0076	-0.0045	-0.0059
Si	5.3779	4.2228	19.8686	-0.0053	0.0001	0.0017
Si	0.7495	1.4814	15.0104	0.0025	-0.0041	-0.0016
Si	7.5472	7.5292	20.0885	-0.0057	-0.0084	-0.0058
Si	7.6185	2.7809	11.8611	-0.0039	0.0006	0.0033
O	3.483	6.1004	10.0756	0.0062	-0.0088	0.0012
O	1.9018	2.6439	15.0079	-0.0002	0.0018	0.0046
O	-0.3148	12.9365	10.1454	0.0047	-0.0097	0.0073
O	8.3849	8.875	19.8663	0.0051	0.0049	-0.0042
O	2.4437	1.3295	19.5127	-0.0065	-0.0011	-0.0041
O	8.1133	5.2839	16.8079	-0.0022	0.0007	0.0074
O	2.7706	11.989	19.6951	-0.003	0.0028	0.0003
O	7.1371	8.7587	15.0577	0.0193	-0.0049	0.0062
O	1.2751	0.1813	14.1767	-0.006	0.0034	-0.002
O	4.3774	3.8091	14.3896	0.0023	-0.0025	0.0069
O	4.2329	3.4365	10.6046	0.0022	-0.0011	0.0041
O	10.9115	2.0602	14.4854	0.0011	0.0036	-0.0018
O	11.4188	4.8495	10.9497	-0.0024	-0.0022	0.0052
O	10.8109	12.0019	16.0547	0.0004	-0.0023	0.0011
O	8.8738	6.8888	14.7796	0.008	-0.0016	0.0009
O	1.7938	3.3555	10.18	0.0081	0.0044	0.0017
O	8.4749	5.9161	9.2663	0.001	-0.007	0.0064
O	11.1114	2.3081	19.5303	0.0079	-0.0083	-0.0061
O	5.4159	7.6179	10.951	0.0076	-0.0002	-0.007
O	11.4684	7.6123	18.8104	-0.0042	-0.0009	-0.0035
O	7.8685	8.2254	10.1531	-0.0002	0.0047	0.0083
O	10.1728	7.1475	10.9508	-0.0053	0.0019	0.0039
O	9.1601	4.0786	14.7477	0.005	0.0016	-0.0004
O	8.8126	11.4521	20.4512	0.0012	-0.003	-0.0025
O	10.5851	10.5467	11.1724	-0.0024	-0.0005	0.0064
O	8.3493	12.223	15.7247	-0.002	-0.0026	0.0024
O	4.4264	2.9158	19.7974	0.0013	-0.0083	0.0027
O	4.6595	0.2283	18.7452	-0.0012	0.0048	0.0015
O	10.4859	10.0609	18.9734	-0.0001	0.0034	-0.0043
O	6.7939	0.6584	17.0049	0.0026	0.0094	0.0043
O	0.5416	6.7285	12.7998	-0.0085	-0.0003	0.0081
O	1.0891	7.1227	10.3066	-0.004	0.0008	0.0013
O	3.1406	7.1396	12.5275	-0.0152	0.0051	-0.0102
O	3.9338	9.5531	19.7903	-0.006	0.0041	-0.0067
O	6.7647	5.1576	14.6246	-0.0023	0.0039	0.0038
O	0.5455	0.887	16.5033	-0.0013	0.0026	0.0062
O	1.5103	11.7802	17.0904	0.0015	0.0025	0.0023
O	5.3104	8.2978	13.3303	-0.006	0.0161	-0.0209
O	2.9551	12.418	12.6474	0.0015	-0.0022	-0.0057
O	6.4122	3.2255	12.8549	-0.002	-0.008	-0.0049
O	2.7578	9.3086	16.5462	-0.0078	0.0029	-0.0022
O	6.007	7.9164	19.7812	-0.0029	-0.0005	-0.0091
O	1.9545	6.384	19.7603	0.0063	0.0002	0.0058
O	1.4516	9.7285	19.1318	0.0001	0.001	0.0001
O	9.4463	9.6979	15.4538	0.0005	-0.0024	0.0082
O	3.1069	8.8898	10.1968	0.0033	0.0058	0.005
O	9.0066	9.0231	13.0145	-0.0023	-0.0054	-0.0104
O	2.2019	7.2822	14.9726	-0.0048	0.0053	0.0074
O	9.1427	3.9297	18.8034	-0.0022	-0.0033	-0.0034
O	4.7227	7.9281	15.8109	0.0034	-0.0057	0.0128
O	7.21	1.5822	10.8684	-0.0037	-0.0001	0.0039
O	8.0842	6.38	19.1075	0.0018	0.0079	0.0073
O	5.924	5.1657	9.6675	-0.0022	0.007	0.0084
O	6.9786	-0.884	19.0575	-0.0024	-0.0027	0.0026
O	11.1038	2.248	10.0712	-0.0056	0.0001	0.0107
O	8.924	2.3973	12.734	0.0035	-0.0026	-0.0051
O	9.6984	11.458	13.5568	0.0031	0.0059	-0.0051
O	6.5762	4.2281	18.7871	0.0071	-0.0059	-0.0047
O	6.067	10.0201	9.9665	-0.007	0.0055	0.0015
O	1.3448	10.8017	10.2359	0.0041	-0.0016	0.0008
O	5.1569	10.4575	14.7932	-0.0045	0.0049	-0.0038
O	1.6781	10.9332	14.6786	-0.0034	-0.0062	-0.0029
O	11.3695	13.1149	18.5981	0.0016	-0.0029	0.0001
O	5.4098	11.8749	16.9611	-0.0078	-0.0103	0.0037
O	8.1142	10.9233	11.349	0.0026	-0.0038	0.0102
O	11.3127	5.0242	19.654	0.0084	0.0013	0.0014
O	8.3499	1.4426	15.0607	0	0.0021	-0.0006
O	2.4342	4.0709	18.6317	-0.0069	-0.0052	-0.0063
O	3.707	11.6959	10.3522	-0.0086	-0.002	0.0004
O	9.198	0.5471	19.7123	-0.0003	0.0012	-0.0021
O	2.7566	2.6786	12.6079	-0.0012	-0.0071	-0.0039
O	3.634	12.5966	15.1247	-0.0047	0.0056	-0.0021
O	7.983	4.0379	10.9207	-0.0018	0.0005	-0.0022
O	5.0874	0.2428	11.3084	-0.0057	-0.0034	0.0065
O	4.4249	5.4949	19.473	0.0018	0.0151	-0.0035
O	6.185	13.0274	14.7046	-0.0015	0.0048	-0.0108
O	3.0469	6.5953	17.398	-0.0057	-0.0026	-0.0031
O	2.7902	0.9492	10.717	-0.0006	-0.0035	-0.0034
O	0.291	9.4716	16.8169	-0.0018	-0.0057	-0.0032
O	5.2298	5.6346	12.6402	0.0057	-0.0068	-0.0019
O	2.135	4.9639	13.7732	-0.0061	0.0005	0.0036
O	6.8919	12.5829	9.7834	-0.0004	-0.0007	0.0022

Results
free energy: -167271.678 eV
free energy less fixed offsets of O -570.45, Si -639.56 eV per atom: 2.542 eV

The program warned: the cutoff lies below the one the program advises for these potential files; the forces do not sum to zero within the program's tolerance; empty levels may hold ghost states of the PAW files; the exchange-correlation potential is rough where the density is thin.
